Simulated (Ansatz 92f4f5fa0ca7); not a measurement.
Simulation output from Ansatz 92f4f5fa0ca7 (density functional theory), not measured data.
Periodic cell of 357 atoms, Si241O116, from a study of silicon, its oxide and their interface. The atomic structure is a simulated model.
Doubt: the cutoff is far below the 930 eV that the study's wrapper takes by default for these files, so forces and energies are approximate.

Settings: functional PBE; potential files Ansatz PAW; basis plane waves; wave-function cutoff 580 eV; density cutoff ratio 5; exchange-correlation grid ratio 1; k mesh 1 x 1 x 1, Gamma-centred; self-consistency stop 5e-08 eV per atom in the density residual; occupations fixed; spin none; net charge 0.

Cell vectors (angstrom)
a 11.6015 0 0
b 0 13.3963 0
c 0 0 40.4883

Atoms: element, x, y, z (angstrom)
Si 0 2.2327 1.1851
Si 3.8672 2.2327 1.1851
Si 7.7343 2.2327 1.1851
Si 1.9336 5.5818 1.1851
Si 5.8008 5.5818 1.1851
Si 9.6679 5.5818 1.1851
Si 0 8.9308 1.1851
Si 3.8672 8.9308 1.1851
Si 7.7343 8.9308 1.1851
Si 1.9336 12.2799 1.1851
Si 5.8008 12.2799 1.1851
Si 9.6679 12.2799 1.1851
Si 1.9336 1.1164 1.9745
Si 5.8008 1.1164 1.9745
Si 9.6679 1.1164 1.9745
Si 0 4.4654 1.9745
Si 3.8672 4.4654 1.9745
Si 7.7343 4.4654 1.9745
Si 1.9336 7.8145 1.9745
Si 5.8008 7.8145 1.9745
Si 9.6679 7.8145 1.9745
Si 0 11.1635 1.9745
Si 3.8672 11.1635 1.9745
Si 7.7343 11.1635 1.9745
Si 1.9336 1.1164 4.3426
Si 5.8008 1.1164 4.3426
Si 9.6679 1.1164 4.3426
Si 0 4.4654 4.3426
Si 3.8672 4.4654 4.3426
Si 7.7343 4.4654 4.3426
Si 1.9336 7.8145 4.3426
Si 5.8008 7.8145 4.3426
Si 9.6679 7.8145 4.3426
Si 0 11.1635 4.3426
Si 3.8672 11.1635 4.3426
Si 7.7343 11.1635 4.3426
Si 0 0 36.1478
Si 3.8672 0 36.1478
Si 7.7343 0 36.1478
Si 1.9336 3.3491 36.1478
Si 5.8008 3.3491 36.1478
Si 9.6679 3.3491 36.1478
Si 0 6.6981 36.1478
Si 3.8672 6.6981 36.1478
Si 7.7343 6.6981 36.1478
Si 1.9336 10.0472 36.1478
Si 5.8008 10.0472 36.1478
Si 9.6679 10.0472 36.1478
Si 0 0 38.5159
Si 3.8672 0 38.5159
Si 7.7343 0 38.5159
Si 1.9336 3.3491 38.5159
Si 5.8008 3.3491 38.5159
Si 9.6679 3.3491 38.5159
Si 0 6.6981 38.5159
Si 3.8672 6.6981 38.5159
Si 7.7343 6.6981 38.5159
Si 1.9336 10.0472 38.5159
Si 5.8008 10.0472 38.5159
Si 9.6679 10.0472 38.5159
Si 0 2.2327 39.3053
Si 3.8672 2.2327 39.3053
Si 7.7343 2.2327 39.3053
Si 1.9336 5.5818 39.3053
Si 5.8008 5.5818 39.3053
Si 9.6679 5.5818 39.3053
Si 0 8.9308 39.3053
Si 3.8672 8.9308 39.3053
Si 7.7343 8.9308 39.3053
Si 1.9336 12.2799 39.3053
Si 5.8008 12.2799 39.3053
Si 9.6679 12.2799 39.3053
Si -2.0397 -1.3095 29.7972
Si 4.1595 0.2024 28.7924
Si 7.6941 -0.1194 29.1081
Si 1.9329 3.2415 28.8544
Si 5.4686 3.6086 28.7136
Si 9.8994 3.2131 29.0914
Si -1.9028 5.3342 29.9867
Si 3.6724 6.8654 29.2197
Si 7.2163 6.902 28.7512
Si 1.6991 9.6961 29.1627
Si 5.4892 10.17 28.9591
Si 9.4332 9.8742 28.9758
Si 0.1294 1.9794 29.7016
Si 3.8409 2.2985 29.7612
Si 7.983 2.0992 29.7734
Si 1.8649 5.4649 29.7125
Si 5.5514 5.6778 29.8048
Si 11.4741 6.5022 29.1521
Si -0.2796 8.7334 29.8412
Si 3.7231 9.0253 30.0544
Si 7.4167 9.0174 29.7062
Si 1.6406 11.9785 29.6625
Si 5.7506 12.2965 29.8728
Si 11.4177 13.133 28.8918
Si -0.0039 2.1432 32.1171
Si 3.852 2.2242 32.1513
Si 7.7154 2.2149 32.163
Si 1.8804 5.5178 32.1289
Si 5.7382 5.5629 32.1818
Si 9.5781 5.5271 32.2984
Si -0.1123 8.8728 32.2046
Si 3.8037 8.9334 32.3598
Si 7.6007 8.908 32.1242
Si 1.8838 12.2215 32.098
Si 5.7339 12.2656 32.2275
Si 9.6092 12.2107 32.18
Si 1.9297 1.0606 32.9521
Si 5.7806 1.1088 32.9695
Si 9.6409 1.0731 32.9618
Si -0.0421 4.3987 32.9787
Si 3.8218 4.4416 32.9851
Si 7.6525 4.4193 33.0152
Si 1.8464 7.7566 32.9881
Si 5.7449 7.7751 33.0298
Si 9.5496 7.7934 32.9939
Si -0.0338 11.1221 32.9856
Si 3.7961 11.1769 33.0357
Si 7.6663 11.121 32.9999
Si 1.9351 1.1085 35.3351
Si 5.7967 1.1183 35.3437
Si 9.6672 1.1121 35.3426
Si 0 4.4538 35.3514
Si 3.8621 4.4627 35.3549
Si 7.7213 4.46 35.3688
Si 1.9226 7.8041 35.3527
Si 5.8007 7.8088 35.3788
Si 9.651 7.8162 35.3571
Si -0.0016 11.1607 35.3559
Si 3.8582 11.1708 35.3812
Si 7.7294 11.1575 35.363
Si 0.0034 -0.0019 5.1732
Si 3.8664 0.0066 5.151
Si 7.7551 -0.0016 5.1581
Si 1.9412 3.3536 5.1354
Si 5.808 3.3371 5.1275
Si 9.6788 3.349 5.1326
Si 0.01 6.7126 5.1218
Si 3.8648 6.7038 5.1059
Si 7.7476 6.7044 5.075
Si 1.929 10.059 5.1391
Si 5.8055 10.0561 5.0937
Si 9.6583 10.0445 5.2322
Si 0.0404 0.0004 7.5765
Si 3.9273 0.0451 7.5362
Si 7.8635 0.0313 7.5446
Si 1.9983 3.3967 7.504
Si 5.8651 3.2971 7.4884
Si 9.7622 3.3941 7.4972
Si 0.0853 6.7916 7.4781
Si 3.9322 6.7385 7.4547
Si 7.7894 6.7507 7.4018
Si 1.9151 10.1231 7.514
Si 5.8102 10.0989 7.425
Si 9.6098 10.0305 7.6869
Si 0.0912 2.2655 8.3345
Si 3.9142 2.2828 8.3838
Si 7.8638 2.2741 8.3269
Si 1.9935 5.6482 8.3045
Si 5.9047 5.5582 8.0813
Si 9.7544 5.665 8.1793
Si 0.0296 8.9889 8.402
Si 3.8738 9.0122 8.2141
Si 7.5528 8.8657 8.3983
Si 2.0091 12.3372 8.4244
Si 5.9061 12.3319 8.2507
Si 9.7374 12.2631 8.5081
Si 0.2309 2.2805 10.7149
Si 3.9889 2.4583 10.7901
Si 8.01 2.2623 10.7152
Si 4.0627 4.7581 11.2967
Si 5.8462 5.9107 10.3751
Si 10.0141 5.6606 10.5002
Si 0.2373 9.0396 10.8112
Si 4.1199 9.0925 10.554
Si 7.9082 8.3832 12.1745
Si 2.1564 12.399 10.878
Si 5.8821 12.592 10.5999
Si 10.0662 12.307 10.9552
Si 2.1181 1.2624 11.6681
Si 5.9564 1.3888 11.381
Si 9.9484 1.1648 11.5633
Si 0.186 4.5011 11.4179
Si 2.0496 5.7333 10.6987
Si 8.3336 4.4582 11.5224
Si 2.2407 7.9448 11.4792
Si 6.3352 8.2203 10.4721
Si 10.0761 7.6906 11.6664
Si 0.3536 11.1942 11.7763
Si 4.1495 11.2816 11.3635
Si 8.4168 11.5004 12.3581
O 5.9582 1.4095 13.0507
O 11.4449 4.4828 13.0799
O 8.7721 4.5086 13.1283
O 1.8433 1.3866 13.3509
O 0.5313 11.0747 13.4583
O 2.4057 7.9257 13.1545
O 10.7022 7.606 13.2308
O 4.6149 11.0443 12.9636
O 8.6257 12.1438 13.8706
O 4.3499 5.1131 12.8925
O 10.0809 1.2305 13.251
O 7.3714 7.5376 13.494
O 5.1773 3.7778 27.0992
O 2.0715 3.1605 27.1643
O 7.3624 -0.1906 27.4617
O 3.8897 7.3048 27.6036
O 9.1972 9.7918 27.3055
O 6.9773 7.1021 27.1134
O 10.0311 3.5817 27.4413
O -0.4121 6.2921 27.529
O 4.5069 13.8898 27.1788
O -3.039 19.3962 28.9582
O -0.2581 12.8864 27.2085
O 5.2469 10.3974 27.2841
Si 5.5042 4.0853 25.5393
Si 9.8869 9.5828 25.8348
Si 10.7672 12.2714 25.8144
Si 2.3378 0.5899 14.7005
Si 3.6985 7.9877 21.372
Si 9.6723 7.1263 21.3429
Si 3.1147 4.3438 23.8154
Si 4.4361 9.392 15.9545
Si 8.6606 8.7952 16.3705
Si 5.9006 1.2219 24.1173
Si 10.5702 6.5764 26.0678
Si 9.4505 13.7168 17.3014
Si 8.8824 2.0752 19.6905
Si 4.6883 11.9297 14.3233
Si 3.8462 9.7021 18.8353
Si 12.0696 11.4771 15.0438
Si 10.1235 4.5063 14.0571
Si 4.3967 10.4995 25.881
Si 8.9132 11.6239 15.3966
Si 2.8154 8.1369 26.6858
Si 1.0253 10.1425 17.6211
Si 8.1446 0.1847 26.0919
Si 10.7138 10.905 21.2919
Si 10.8538 7.2533 14.8092
Si 3.671 0.0457 25.8344
Si 10.5473 -0.0963 23.0873
Si 0.6851 8.2273 22.1487
Si 2.3041 14.4778 20.2406
Si 4.2929 2.4842 16.0895
Si 10.1125 2.6726 26.1034
Si 2.3329 7.4772 14.7209
Si 6.5619 7.4315 14.8929
Si 9.5431 1.6829 14.7224
Si 9.5425 2.7589 23.2734
Si 7.4909 6.4843 25.6892
Si 5.2793 10.0733 22.9844
Si 6.4272 0.8935 14.5147
Si 1.6637 2.3606 25.7894
Si 6.3958 14.416 20.9019
Si 9.8903 9.1621 19.0807
Si 4.729 4.9306 21.2959
Si 11.5434 2.0502 21.4085
Si 4.5425 2.8897 19.1729
Si 4.3824 5.2462 14.4955
Si 7.9489 8.7169 23.5653
Si 11.8608 12.6134 19.0217
Si 4.3741 12.1886 20.7196
Si 7.9283 4.4165 21.2439
Si 1.2876 6.6187 24.4945
O 8.0059 14.4313 20.6244
O 6.0823 1.2082 22.4985
O 1.1029 11.721 17.9862
O 1.121 13.9411 19.2739
O 10.2404 0.9211 15.9979
O 0.1411 11.7783 20.4019
O 4.6615 3.0604 17.5661
O -0.0996 5.8672 24.9201
O 6.7424 5.0974 25.3547
O 5.3131 10.5758 24.5366
O 3.0783 8.5588 15.6737
O 9.6132 10.299 20.2369
O 11.3467 -0.3772 24.4833
O 4.0103 11.2126 19.4538
O 10.9645 3.1129 22.5186
O 4.2897 10.9601 15.5629
O 0.0026 0.5435 22.0413
O 10.6488 8.167 25.7919
O 1.0526 10.2408 15.9744
O 3.0625 6.0486 14.9896
O 0.8119 7.2955 15.2419
O 4.284 4.3604 19.8299
O 7.9368 1.4165 14.7972
O 1.2127 12.9308 15.2624
O 10.5254 11.5372 15.5471
O 8.7389 9.19 17.9423
O 6.3654 4.8582 21.4134
O 10.1015 8.3134 15.7916
O 7.5892 7.5821 16.1595
O 11.2511 7.0135 21.768
O 8.2125 10.1617 15.593
O 4.2362 6.4627 21.4568
O 5.7932 15.6444 20.0033
O 10.4583 2.0668 20.1684
O 9.4192 1.0967 23.3273
O 10.4144 12.9585 18.3715
O 6.8298 9.5854 22.7416
O 5.5633 8.7118 15.004
O 10.019 11.8794 22.4261
O -0.0289 9.6826 21.9566
O 3.4349 11.8266 25.8682
O 2.052 6.9742 25.8719
O 3.3198 1.8578 19.2859
O 3.5944 13.1076 14.1771
O 4.8189 9.3972 17.5476
O 9.1303 12.3482 25.6957
O 6.1288 12.6644 14.5968
O 4.1891 4.8229 24.9369
O 10.2229 5.7756 15.0724
O 9.9753 3.2158 15.0191
O 8.2768 3.4038 22.4853
O 3.5534 9.1331 25.6519
O 2.2618 3.094 24.4392
O 3.1195 13.2456 20.989
O 2.8799 1.6479 15.8614
O 9.7263 7.7233 19.8224
O 11.3311 9.4067 18.3245
O 4.2845 8.8072 22.6645
O 8.9048 5.7083 21.3202
O 8.7929 9.6419 24.6181
O 4.2609 8.6373 19.9879
O 9.0549 6.0906 25.8441
O 5.7258 13.0337 20.3688
O 11.0805 10.6832 25.6632
O 2.2468 0.8357 25.7964
O 8.749 1.5496 18.1367
O 7.1162 0.4582 24.8746
O 8.9289 8.1024 22.4184
O 8.4154 12.6068 16.6356
O 7.2415 7.5306 24.4566
O 1.0674 8.029 23.7141
O 5.7366 6.0302 14.9967
O 2.0676 8.0947 21.2977
O 5.5323 1.5283 15.7023
O 1.5321 2.2782 21.0984
O 11.6438 2.2595 25.7383
O 8.2858 3.5979 19.8623
O 4.5153 0.4546 24.496
O 9.1486 1.4126 26.4244
O 9.5167 3.3949 24.7666
O 5.8301 2.7461 24.6808
O 4.2925 3.7669 15.1117
O 4.7537 11.2986 22.0365
O 3.9424 4.025 22.4354
O 2.1222 5.605 23.5325
O 2.3245 9.438 18.2998
O 8.2556 36.7085 12.6433
O 2.7903 39.4888 28.6965
O 18.71 -1.3839 11.5661
O 13.4424 -4.3003 27.5886
O 18.5521 2.9334 28.7623
O -4.6731 -8.1051 11.5007

Results
free energy: -219172.885 eV
free energy less fixed offsets of O -568.88, Si -635.61 eV per atom: -0.795 eV

Forces (eV/angstrom), in the order of the atoms: element, x, y, z
Si -0.0159 -0.0057 0.0044
Si -0.0095 0.0171 0.0212
Si -0.0014 0.0063 0.0125
Si -0.0152 -0.0027 0.0203
Si -0.0163 0.0061 -0.0016
Si 0.001 -0.0144 0.0297
Si -0.0097 -0.0296 -0.0277
Si -0.0076 -0.0185 -0.0118
Si -0.008 -0.0089 0.0054
Si 0.02 -0.0002 0.0318
Si -0.0039 0.0197 0.0052
Si -0.0051 0.0047 -0.0181
Si -0.0127 -0.0098 0.0007
Si 0.0402 -0.0767 -0.002
Si 0.0532 -0.0161 0.0101
Si 0.0256 0.0208 0.0031
Si 0.0328 -0.022 0.0045
Si 0.0102 -0.039 -0.0077
Si 0.0252 0.0646 0.0007
Si -0.0043 0.0062 -0.0022
Si 0.0664 0.1005 0.0068
Si -0.0955 -0.0225 -0.0214
Si -0.0282 0.0314 0.0013
Si 0.0796 0.0041 0.0014
Si -0.0467 -0.0101 0.1838
Si 0.1058 -0.1038 0.1002
Si 0.1191 -0.0444 0.0704
Si 0.0934 0.0551 0.0641
Si 0.0713 -0.0222 0.0022
Si 0.0722 -0.0964 0.0089
Si -0.0038 0.1567 -0.1161
Si -0.0027 0.0481 -0.1704
Si 0.1577 0.2879 -0.0179
Si -0.1776 0.0059 0.3315
Si -0.0562 0.099 0.0148
Si 0.2662 0.0176 0.1292
Si 0.0144 0.0046 -0.106
Si -0.0297 0.0768 0.0595
Si -0.0546 0.0065 -0.1208
Si 0.0071 -0.1048 -0.0774
Si -0.1061 -0.0655 0.0712
Si -0.0461 -0.0632 -0.0905
Si -0.1287 -0.0633 -0.1098
Si -0.076 -0.0561 -0.0146
Si -0.0261 -0.0523 0.143
Si -0.0724 -0.0693 -0.0048
Si -0.0503 -0.01 0.0228
Si -0.0309 -0.0203 0.0078
Si -0.0001 0.0005 -0.0041
Si 0.0041 0.0653 0.0055
Si 0.0006 0.011 0.0018
Si -0.0073 -0.0332 0.0057
Si -0.0451 -0.0069 -0.0051
Si -0.0091 -0.0123 0.0128
Si -0.0499 -0.0187 0.0159
Si -0.0308 0.0018 0.0058
Si -0.0124 -0.0209 -0.0033
Si -0.0268 -0.0386 -0.009
Si -0.0212 0.0041 -0.0074
Si -0.0031 0.0044 -0.0064
Si 0.0131 0.0087 -0.0102
Si 0.0144 -0.0203 0.0277
Si -0.0008 -0.0057 -0.0116
Si 0.0173 0.0075 -0.0257
Si 0.0194 -0.0073 0.0011
Si -0.0051 0.0189 0.0006
Si 0.013 0.0317 0.0012
Si 0.0072 0.0162 0.006
Si 0.0052 0.0006 -0.0061
Si -0.0168 -0.002 -0.0259
Si 0.0004 -0.0169 -0.0099
Si 0.007 -0.0049 -0.004
Si -0.0329 0.039 0.2204
Si 0.0334 0.3193 -0.6691
Si -0.2291 -0.1259 -0.3675
Si 0.0431 -0.0777 -0.7324
Si -0.2072 0.2356 -0.412
Si 0.1393 0.052 -0.4702
Si -0.031 0.2407 -0.1121
Si 0.3687 0.0664 -0.3954
Si -0.1058 0.1239 -0.4188
Si -0.0513 -0.2321 -0.5178
Si -0.232 0.2445 -0.8143
Si -0.1283 0.0802 -0.6185
Si -0.0364 0.0112 0.246
Si 0.2199 -0.1848 0.1798
Si -0.2306 0.012 -0.1369
Si -0.0289 0.1197 0.2962
Si 0.0204 -0.0889 0.0937
Si -0.0935 -0.1145 -0.4028
Si 0.032 0.0732 0.286
Si 0.0539 -0.1327 0.287
Si 0.061 -0.2721 0.3513
Si 0.2486 0.0746 0.0508
Si 0.0012 0.0342 0.2706
Si -0.1973 -0.07 -0.7645
Si 0.0349 0.0157 0.0622
Si -0.0337 0.0203 0
Si 0.0856 -0.066 -0.148
Si -0.011 0.0006 0.0395
Si -0.0091 -0.0158 -0.0456
Si 0.0606 0.0354 -0.0028
Si -0.0266 -0.0069 0.0559
Si -0.039 0.0034 0.0459
Si 0.0208 0.038 0.004
Si -0.1342 -0.0646 -0.1263
Si -0.0101 -0.0502 0.0782
Si 0.0166 0.0004 0.0676
Si -0.053 0.0533 -0.1598
Si -0.03 0.0082 -0.0626
Si 0.0849 -0.0567 -0.1718
Si 0.0747 -0.0671 -0.2565
Si -0.0879 -0.0159 -0.0907
Si -0.0566 0.0395 -0.044
Si 0.0209 0.0038 -0.2049
Si -0.038 0.0435 -0.104
Si 0.0183 0.0517 -0.1165
Si -0.1184 0.0075 -0.176
Si 0.091 -0.0164 -0.0451
Si 0.036 -0.0029 -0.1722
Si 0.0093 -0.0353 0.0338
Si 0.0313 0.0071 0.0379
Si 0.034 -0.0167 0.0007
Si 0.0143 -0.0244 0.0069
Si 0.0051 0.0102 0.0041
Si -0.0245 -0.0117 0.0348
Si -0.0118 -0.0132 0.0419
Si 0.0223 -0.012 0.0188
Si -0.0349 0.002 0.0283
Si -0.0019 -0.0163 -0.0098
Si -0.019 0.0635 0.0359
Si 0.0099 -0.0047 -0.0012
Si 0.0018 -0.0313 -0.0112
Si 0.0344 0.0283 0.0156
Si 0.0472 0.0339 -0.0192
Si -0.0047 0.0054 -0.006
Si -0.0281 -0.0561 -0.026
Si -0.0028 0.0021 -0.0168
Si 0.0256 0.0272 -0.0273
Si 0.0134 -0.0202 0.0317
Si 0.0008 0.0191 -0.0051
Si 0.0015 0.0353 0.0131
Si -0.0379 0.0224 -0.077
Si -0.0855 -0.0296 -0.0532
Si 0.0913 -0.0172 0.1422
Si -0.1097 0.0763 0.1928
Si -0.0132 0.0096 0.0606
Si 0.0405 -0.0438 0.1709
Si 0.0414 -0.0015 0.1082
Si 0.0305 -0.0058 0.0685
Si 0.0102 -0.0697 0.1023
Si -0.0742 0.0701 0.1935
Si 0.086 -0.1607 0.0159
Si -0.0431 0.0281 0.1104
Si -0.1229 0.0473 0.1131
Si -0.0507 -0.0643 0.1302
Si -0.0436 -0.0492 -0.0656
Si -0.0551 -0.0174 -0.117
Si -0.086 -0.0247 0.0136
Si 0.0187 -0.0371 -0.0004
Si -0.0095 -0.0593 0.1192
Si 0.0592 0.0116 -0.0302
Si 0.06 0.0788 -0.0036
Si -0.1139 -0.0762 -0.0648
Si 0.0607 0.0383 0.0391
Si 0.0352 -0.0208 -0.0014
Si 0.062 0.0797 0.0219
Si 0.1296 0.0233 -0.0268
Si -0.1223 -0.0202 -0.3091
Si 0.0465 -0.0024 -0.3905
Si 0.0912 0.1145 -0.2649
Si -0.2298 0.4535 0.5587
Si 0.3987 0.0396 0.1297
Si -0.1909 -0.0818 -0.2923
Si -0.1585 0.0809 -0.4485
Si 0.2051 0.0018 -0.4221
Si -0.2699 -0.0318 0.4729
Si 0.0136 0.0275 -0.2836
Si 0.0865 -0.2115 -0.0345
Si -0.1012 0.045 -0.2744
Si -0.1636 -0.017 0.6031
Si -0.085 0.1263 0.5757
Si 0.1314 0.0341 0.6862
Si -0.0881 -0.0537 0.6036
Si -0.0066 -0.1539 -0.2489
Si 0.1763 0.0985 0.641
Si 0.0781 -0.2871 0.8425
Si -0.1 0.0977 -0.2687
Si 0.4699 0.0103 0.6141
Si 0.3359 0.0868 0.4595
Si 0.1101 -0.0434 0.423
Si 0.0974 0.1377 0.4681
O -0.094 0.088 -0.3987
O 0.3198 0.0335 -0.3808
O -0.0932 -0.0874 -0.2086
O 0.0229 0.031 -0.6504
O -0.1077 -0.0381 -0.7493
O -0.0734 0.1034 -0.6267
O -0.0554 -0.0011 -0.3224
O -0.1655 -0.0528 -0.2741
O -0.0235 0.0364 -0.4182
O -0.0494 -0.1991 -0.4262
O 0.0331 0.0444 -0.5268
O 0.315 0.1408 -0.4583
O -0.0365 -0.0576 0.4401
O -0.0965 0.135 0.6575
O 0.1209 0.0403 0.3114
O -0.212 -0.1188 0.276
O 0.0501 0.0316 0.5718
O -0.0629 0.106 0.4308
O -0.064 0.0088 0.4179
O 0.1826 0.0505 0.1863
O 0.0452 -0.0075 0.4269
O 0.143 -0.149 0.4023
O 0.1169 0.2183 0.5358
O 0.1895 -0.1649 0.5952
Si -0.1033 0.0636 -0.1289
Si 0.1059 0.0249 -0.2291
Si 0.088 0.0689 -0.1929
Si 0.2065 0.029 0.3841
Si 0.0216 0.1024 0.0044
Si 0.0631 0.1596 -0.0653
Si 0.0036 0.2106 -0.0217
Si 0.1623 -0.1969 0.1172
Si -0.0385 0.0944 0.1226
Si -0.1707 0.1232 -0.0321
Si 0.0427 -0.0045 -0.2198
Si -0.0432 -0.1327 0.068
Si 0.1053 -0.1014 -0.0812
Si 0.0213 -0.0347 0.4438
Si 0.0935 -0.094 -0.119
Si -0.1942 -0.0913 0.3273
Si -0.1547 0.0409 -0.0033
Si 0.0784 0.083 -0.1894
Si -0.241 -0.2665 0.3851
Si 0.0391 -0.1232 -0.0746
Si -0.0671 -0.0715 0.2087
Si -0.015 -0.0882 -0.2944
Si -0.0701 -0.0141 -0.0283
Si -0.0881 0.194 0.4229
Si 0.0822 0.0756 -0.1161
Si -0.049 -0.0336 -0.0949
Si 0.0549 -0.0265 0.0444
Si -0.0798 -0.0299 0.0759
Si 0.0697 0.1569 -0.0508
Si -0.0191 0.1092 -0.2861
Si 0.1196 -0.0505 0.3609
Si -0.2363 0.0198 0.4992
Si -0.0302 -0.1419 0.2603
Si -0.0023 -0.0412 -0.1058
Si 0.0594 -0.0654 -0.0862
Si 0.0504 -0.1362 -0.1536
Si -0.1022 -0.0793 0.3929
Si 0.0981 -0.0044 -0.2896
Si -0.0413 0.0249 0.1178
Si -0.0913 0.0586 -0.0977
Si -0.0921 -0.0156 0.0957
Si -0.0836 0.0217 0.021
Si -0.0035 0.0793 -0.0974
Si 0.0471 0.0076 0.3634
Si -0.1306 -0.0025 -0.1198
Si -0.1461 -0.0642 -0.072
Si -0.0147 -0.1321 -0.0086
Si -0.0045 -0.0278 0.1055
Si 0.0249 -0.0543 -0.3002
O 0.033 -0.0022 -0.0249
O 0.0268 -0.0171 0.0325
O 0.0402 -0.003 -0.053
O 0.0591 0.057 -0.0435
O -0.0078 0.0643 -0.2217
O 0.0936 0.0349 0.0429
O 0.0088 -0.0313 0.0275
O -0.1335 0.0327 0.2031
O 0.0831 -0.0238 0.0514
O 0.009 0.043 0.1236
O -0.112 -0.0143 -0.1339
O 0.0213 0.0395 0.0281
O -0.0271 -0.0449 0.1673
O 0.0001 0.0851 0.01
O 0.0254 -0.0496 -0.0213
O 0.0467 0.263 -0.2058
O -0.0156 0.0341 0.0861
O 0.0705 0.0768 0.1015
O -0.0096 0.1207 -0.1327
O -0.0531 0.0265 -0.2069
O -0.0565 0.0386 -0.1767
O 0.0197 -0.0428 -0.061
O -0.0185 -0.0227 -0.1312
O 0.0478 0.0818 -0.1197
O 0.1951 0.0627 -0.1088
O 0.0151 0.0015 0.0079
O 0.0381 0.009 -0.024
O 0.1391 -0.1328 -0.2661
O -0.0532 -0.0553 -0.2126
O -0.0704 -0.0237 -0.0168
O 0.0117 0.1005 -0.1076
O 0.0425 0.0267 -0.0181
O 0.0232 0.0103 -0.0337
O -0.0397 0.0388 -0.0727
O 0.0549 -0.0167 0.005
O -0.0007 0.0468 -0.0202
O 0.0074 0.029 0.0242
O -0.0055 0.0808 -0.1002
O 0.0364 0.0158 0.0093
O 0.0246 0.0513 0.0417
O -0.0373 -0.0426 0.0936
O -0.0236 0.0702 0.2067
O 0.0127 -0.0366 -0.0174
O 0.0142 0.0308 -0.1626
O -0.0826 0.0523 0.0084
O -0.1249 -0.0383 0.105
O 0.0306 -0.0079 -0.1589
O 0.0143 -0.0256 0.0719
O -0.0781 -0.2049 -0.1882
O 0.0954 0.1436 -0.1271
O 0.0482 0.009 0.061
O -0.013 -0.0118 0.0432
O -0.1123 -0.1531 0.2313
O -0.0138 0.0226 0.0325
O -0.2166 -0.213 -0.1944
O 0.0055 -0.0793 0.0337
O 0.1081 0.0173 -0.0632
O -0.0076 0.0236 0.0596
O -0.0024 -0.0437 -0.0124
O 0.0928 0.0518 0.1196
O 0.0076 -0.0369 -0.0057
O -0.0163 -0.0931 0.0559
O 0.0164 0.0031 -0.0752
O 0.0283 0.0163 0.1102
O -0.0135 -0.0014 0.1279
O 0.0244 0.0448 0.0712
O 0.1633 -0.1213 0.1875
O -0.0265 -0.0261 0.0829
O 0.0587 0.0374 -0.1232
O -0.0105 -0.0838 0.0762
O -0.0326 0.0213 0.057
O 0.0435 -0.0666 -0.1836
O 0.0174 -0.0002 -0.041
O 0.1158 -0.1195 -0.1144
O -0.0169 -0.0985 -0.0247
O -0.0098 -0.021 0.1232
O -0.0313 0.025 -0.1062
O -0.0844 -0.0749 0.0641
O 0.0296 0.0455 0.165
O 0.0292 -0.0668 0.1723
O 0.0575 -0.0006 0.0537
O 0.0017 -0.0172 -0.1052
O -0.0214 0.0451 0.0811
O 0.0666 -0.0327 -0.0378
O -0.0305 -0.004 0.1024
O -0.0433 0.0231 -0.0381
O -0.0695 -0.159 -0.0394
O -0.0998 -0.1994 0.4509
O -0.3282 0.0844 -0.3294
O -0.1603 0.1903 0.3151
O 0.3036 -0.297 0.4577
O -0.214 -0.0029 -0.6557

The program warned: the cutoff lies below the one the program advises for these potential files; the exchange-correlation potential is rough where the density is thin.
